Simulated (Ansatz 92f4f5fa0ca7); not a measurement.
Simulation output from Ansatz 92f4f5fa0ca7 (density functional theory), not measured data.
Periodic cell of 234 atoms, Si134O100, from a study of silicon, its oxide and their interface. The atomic structure is a simulated model.
This geometry differs little from another in the collection (a relaxation step or a small displacement).

Settings
functional: r2SCAN
potential files: Ansatz norm-conserving
basis: plane waves
wave-function cutoff: 1300 eV
density cutoff ratio: 4
exchange-correlation grid ratio: 1
k mesh: 2 x 2 x 1, shifted by 0.5 0.5 0.5 of a step
self-consistency stop: 5e-08 eV per atom in the density residual
occupations: Fermi-Dirac, 0.05 eV
spin: none
net charge: 0

Cell vectors (angstrom)
a	11.5403	0	0
b	0	15.3871	0
c	-4.0076	0.0523	22.9932

Atoms: element, x, y, z (angstrom)
Si	0.7917	0.2218	0.505
Si	0.6281	4.6901	0.3936
Si	0.3976	7.8085	0.5655
Si	0.9937	12.5103	0.6631
Si	4.9186	0.632	0.871
Si	4.3691	5.1982	0.3574
Si	4.2123	8.2836	0.7178
Si	4.5309	12.9844	0.967
Si	8.4803	0.2945	1.1306
Si	8.0596	4.6915	0.4408
Si	8.321	7.8105	0.5484
Si	8.2495	12.6794	0.6685
Si	2.7333	0.8491	1.8471
Si	2.5219	4.602	1.8059
Si	2.3078	8.3592	2.0049
Si	2.6377	12.5288	2.2865
Si	6.5757	0.6221	2.4331
Si	6.2334	4.6214	1.8919
Si	6.3218	8.4288	1.8113
Si	6.4712	12.3829	2.1452
Si	10.5459	0.5079	2.097
Si	10.157	4.3485	1.706
Si	10.1251	8.0759	2.0422
Si	10.362	12.1077	1.7305
Si	2.6105	2.7093	3.2727
Si	2.4332	6.4027	3.3217
Si	2.5378	10.3712	3.2855
Si	2.6646	14.4647	3.4813
Si	6.4174	2.7057	3.4151
Si	6.2867	6.499	3.2816
Si	6.4071	10.3198	3.2486
Si	6.5024	14.1137	3.6792
Si	10.3212	2.548	3.264
Si	10.1636	6.1763	3.3214
Si	10.2391	10.2026	3.1652
Si	10.4158	13.9686	3.3604
Si	0.6691	2.6517	4.6778
Si	0.55	6.2949	4.7076
Si	0.5987	10.3038	4.5707
Si	0.7314	14.2378	4.7707
Si	4.4954	2.6922	4.766
Si	4.3713	6.4425	4.6896
Si	4.4775	10.2967	4.6252
Si	4.5225	14.2624	4.8829
Si	8.4074	2.6012	4.7124
Si	8.2263	6.3363	4.6538
Si	8.3381	10.2972	4.5964
Si	8.528	14.0935	4.7967
Si	0.6681	0.7763	6.1523
Si	0.5967	4.4603	6.18
Si	0.5886	8.3358	5.8666
Si	0.7449	12.2314	5.9406
Si	4.5516	0.7892	6.2039
Si	4.4502	4.5799	6.1757
Si	4.4063	8.3699	6.0112
Si	4.4846	12.2393	6.0182
Si	8.4751	0.6479	6.1152
Si	8.3147	4.4895	6.1292
Si	8.2609	8.3323	5.9055
Si	8.398	12.1778	6.0847
Si	2.5994	0.8704	7.5695
Si	2.5124	4.4619	7.5452
Si	2.4369	8.3973	7.3408
Si	2.59	12.3136	7.3708
Si	6.5471	0.6037	7.4932
Si	6.4202	4.5613	7.5179
Si	6.3749	8.3443	7.3522
Si	6.3923	12.2733	7.3664
Si	10.324	0.6687	7.6021
Si	10.2004	4.517	7.5579
Si	10.2109	8.3041	7.201
Si	10.4183	12.215	7.3064
Si	2.5433	2.7183	9.1802
Si	2.3754	6.4271	8.7165
Si	2.4717	10.4007	8.6422
Si	2.7038	14.2479	8.7445
Si	6.3991	2.5578	8.732
Si	6.4682	6.5052	8.9417
Si	6.3174	10.3422	8.5959
Si	6.5679	14.0371	8.9539
Si	10.2331	2.6217	8.993
Si	10.1878	6.5661	8.7518
Si	10.2485	10.2328	8.4325
Si	10.5167	13.9572	8.889
Si	0.4833	2.2597	10.4821
Si	0.5138	6.8297	10.1529
Si	0.5189	10.0026	9.8379
Si	1.0115	14.4543	10.3663
Si	4.6744	2.2682	10.284
Si	4.3115	6.8251	9.8818
Si	4.3823	10.0373	9.9013
Si	4.5443	14.4915	10.2199
Si	8.1918	2.4411	10.1989
Si	8.4959	7.2641	10.3137
Si	8.3289	10.2851	9.6733
Si	8.6087	13.3053	10.1168
Si	3.3511	10.3703	12.837
Si	5.6158	4.7618	14.8548
Si	0.9755	2.2358	15.6311
Si	9.7028	3.1929	15.7619
Si	3.3762	3.5753	16.5843
Si	2.938	0.7913	17.2091
Si	8.7862	0.0788	12.0622
Si	7.6376	11.3887	14.3794
Si	8.8241	1.6984	18.3461
Si	9.7242	6.2224	15.6204
Si	0.4287	9.8886	12.6962
Si	-0.2369	1.7624	19.9717
Si	10.4891	7.0781	12.6252
Si	5.1259	10.7433	19.3277
Si	7.9066	-1.0122	17.2523
Si	10.623	10.8424	15.1804
Si	5.202	6.3952	12.535
Si	5.2511	7.8367	18.8882
Si	6.5146	3.8734	12.2618
Si	10.2052	12.2875	17.6302
Si	10.7423	10.9598	22.1645
Si	8.6954	2.3895	21.2693
Si	0.6408	4.6834	20.2282
Si	6.1438	8.9596	21.3823
Si	10.8582	1.9646	13.2333
Si	2.942	13.3886	12.6072
Si	7.2993	14.3471	14.3028
Si	4.2756	-1.2185	15.2062
Si	3.1093	12.5373	20.7976
Si	0.4516	11.4158	19.5423
Si	2.3885	15.5492	20.098
Si	10.882	9.6019	17.7507
Si	3.168	2.1575	22.1613
Si	5.8579	12.3352	16.8119
Si	5.8026	9.0884	13.8762
Si	2.6988	5.9668	18.5866
Si	6.9012	7.2694	16.2145
Si	11.4441	6.7409	18.1478
O	4.7364	14.4814	0.2124
O	9.2372	11.4157	22.6504
O	0.8469	3.7624	-0.9841
O	0.8973	14.0286	-0.0584
O	6.1188	10.391	20.5788
O	-0.5246	9.5386	16.1159
O	11.6319	10.8939	13.9333
O	-0.1172	12.6781	18.6527
O	5.6918	1.7254	-0.1822
O	0.3301	4.617	21.8167
O	1.4448	1.0077	16.5891
O	4.3394	6.8182	-0.0469
O	3.748	9.4318	-0.3784
O	0.693	10.1936	18.4729
O	7.6915	12.014	-0.7517
O	6.8267	10.2941	13.4947
O	7.4951	8.835	22.2763
O	8.4174	-1.1121	0.2629
O	4.405	1.5487	23.013
O	7.5505	3.7064	-0.822
O	8.7921	8.8116	-0.6929
O	-0.7343	10.9689	20.5543
O	9.1021	10.7573	14.628
O	2.7928	14.1317	20.786
O	0.5839	1.613	14.1899
O	0.8369	0.6658	10.714
O	6.4588	5.7758	15.7842
O	0.1204	6.3372	11.7199
O	5.7752	7.9018	12.765
O	5.7212	-0.892	14.5669
O	4.2044	13.6001	11.584
O	4.3131	9.7364	14.0008
O	5.2054	3.0949	11.641
O	10.9427	6.2533	16.6893
O	6.4173	5.4722	11.9541
O	3.577	2.2573	17.514
O	4.3914	8.432	10.0588
O	4.2267	10.5146	11.4726
O	1.5732	13.7972	11.8015
O	8.2248	0.8923	10.7758
O	4.6645	5.708	13.9118
O	9.0757	6.8325	11.8269
O	7.9723	0.3416	18.1159
O	8.4623	11.6893	10.5614
O	8.3539	8.9089	10.5916
O	8.979	13.9509	11.5692
O	7.6855	15.4916	13.244
O	4.5842	16.0689	10.7663
O	2.8593	11.8695	13.1554
O	2.8237	15.3253	18.558
O	-0.3757	5.6583	19.3529
O	1.5219	6.9797	18.071
O	3.2004	1.4411	20.6965
O	2.0064	9.4468	12.7954
O	9.7096	2.6175	14.2224
O	10.6332	8.141	18.4078
O	0.2562	10.7444	11.3111
O	6.4427	-1.6682	17.4428
O	11.4574	2.8332	11.9678
O	2.2154	3.278	15.4801
O	9.1574	4.7071	15.6723
O	3.1718	-1.1958	14.0169
O	10.9373	8.6394	12.7932
O	10.1991	0.6358	12.5973
O	11.2521	3.0451	16.2623
O	8.5332	7.2578	16.0808
O	10.7558	12.2066	16.0869
O	2.1468	5.2448	19.9374
O	6.2664	8.4357	15.2853
O	6.8994	11.6291	15.7983
O	0.7973	15.9201	20.2051
O	7.6619	12.8644	13.7032
O	7.8938	3.3499	11.577
O	10.3025	6.5037	14.1347
O	8.7687	2.4969	16.9176
O	8.213	2.4391	19.6873
O	3.8865	-0.0218	16.2048
O	4.015	6.3302	11.4487
O	2.9779	4.8637	17.4461
O	6.3344	7.5873	17.6993
O	8.1542	-0.7578	15.6675
O	-1.244	2.0139	21.2328
O	4.7614	3.8157	15.8164
O	5.8325	11.2413	17.9773
O	1.7773	11.7439	20.3548
O	4.4849	9.2944	18.8775
O	4.1825	12.0027	19.6988
O	4.4604	12.751	16.0478
O	9.0296	-2.0348	17.8078
O	-3.5287	1.2034	22.1615
O	10.3815	1.3568	18.6852
O	4.0867	6.726	18.8473
O	0.7506	8.4425	10.3149
O	0.2947	12.0433	22.6819
O	0.5719	6.2849	-0.1036
O	8.1944	6.2714	-0.1119
O	6.5166	3.7846	13.8998
O	9.7107	10.7453	17.9948
O	6.1068	7.7583	20.2687
O	0.5415	3.1586	19.6591

Results
free energy: -62191.823 eV
free energy less fixed offsets of O -463.61, Si -117.95 eV per atom: -25.523 eV
pressure: -1.82 GPa
stress xx, yy, zz, yz, xz, xy (GPa, positive in tension): 1.29, 2.07, 2.1, 0.17, 0.04, -0.4

Forces (eV/angstrom), in the order of the atoms: element, x, y, z
Si	-0.1962	-0.0534	-0.5194
Si	-0.1015	0.1225	-0.4594
Si	-0.1338	0.1375	-0.4684
Si	0.2988	0.0291	-0.4488
Si	0.4347	-0.2674	-0.8467
Si	-0.0124	-0.0519	-0.5011
Si	-0.2836	0.0118	-0.5426
Si	0.1986	-0.0311	-1.0743
Si	0.2719	0.2456	-0.8688
Si	-0.0713	0.3146	-0.1358
Si	-0.0332	0.0686	-0.4847
Si	-0.019	0.1408	-0.967
Si	-0.0808	-0.2496	-0.2587
Si	0.1362	0.0777	-0.2464
Si	-0.0392	-0.1326	-0.1625
Si	0.0295	-0.1201	-0.1996
Si	0.1079	-0.0763	-0.0441
Si	-0.0716	-0.1152	-0.3107
Si	0.1937	-0.1787	-0.1469
Si	-0.2763	0.0647	-0.1256
Si	-0.07	-0.0224	-0.2505
Si	-0.0667	0.0749	-0.2951
Si	0.1528	0.0801	-0.1645
Si	0.0431	0.1393	-0.1344
Si	-0.0247	0.1843	0.0312
Si	-0.0538	0.1149	0.0902
Si	0.0098	-0.1037	-0.1302
Si	0.0114	0.0596	0.0926
Si	0.0297	0.3446	-0.0401
Si	-0.014	-0.0096	0.1011
Si	0.017	-0.0354	-0.023
Si	0.0325	0.1206	0.3042
Si	-0.0066	0.0289	-0.0116
Si	0.0116	-0.2722	0.1203
Si	-0.0515	0.0213	-0.1522
Si	-0.0124	-0.1327	-0.0312
Si	-0.1334	-0.0336	0.0285
Si	0.031	0.0168	-0.118
Si	0.1383	0.0487	0.0734
Si	-0.0403	0.0427	0.0809
Si	0.1421	-0.1956	-0.0275
Si	0.0476	0.0158	-0.0785
Si	-0.0443	-0.0655	0.1931
Si	-0.1761	-0.0541	-0.0785
Si	-0.0105	0.0373	0.083
Si	0.0258	0.0742	-0.0415
Si	0.0549	0.0167	0.1034
Si	-0.0583	0.0072	-0.0059
Si	0.0115	-0.0436	0.1191
Si	0.005	0.0867	-0.0691
Si	0.0364	0.0118	0.187
Si	-0.0482	-0.0076	0.0075
Si	0.0024	0.0288	0.1891
Si	-0.003	0.0877	-0.1069
Si	0.0834	-0.0161	0.1841
Si	-0.0611	-0.0096	-0.0461
Si	-0.0829	0.065	0.0471
Si	0.0464	-0.0118	-0.0596
Si	0.0485	-0.0887	0.0766
Si	0.0419	0.0591	-0.022
Si	-0.0377	0.0393	-0.0512
Si	0.0207	-0.0955	0.0289
Si	-0.0647	-0.0426	-0.2063
Si	0.0077	-0.0785	0.0757
Si	-0.0071	-0.171	-0.0569
Si	0.0244	0.0699	0.1352
Si	-0.1298	-0.2213	-0.0734
Si	0.1049	0.1705	-0.0618
Si	-0.059	-0.055	0.1462
Si	0.0288	0.0189	0.0859
Si	0.0835	-0.0329	-0.4224
Si	0.0689	0.2259	-0.0916
Si	0.099	-0.1445	0.2395
Si	-0.0062	0.2365	0.2192
Si	-0.0523	-0.0482	0.0544
Si	0.0103	-0.0409	0.2425
Si	0.1088	0.0778	0.1438
Si	0.1745	0.2538	0.2255
Si	-0.1732	-0.1631	0.0865
Si	-0.0903	0.063	0.285
Si	-0.2942	-0.0914	0.0056
Si	-0.0154	0.0645	0.3753
Si	0.2158	-0.0615	0.0879
Si	0.1125	0.2026	0.3076
Si	0.0349	0.0042	0.3587
Si	-0.1814	0.1208	0.5387
Si	-0.0655	-0.0382	1.076
Si	0.1448	-0.0995	0.1484
Si	0.1038	-0.087	0.6076
Si	-0.0473	0.1267	0.6018
Si	-0.1646	-0.2324	0.94
Si	0.0364	0.0518	0.4474
Si	0.0067	-0.0412	0.614
Si	-0.0244	0.1686	0.5023
Si	0.0099	0.2956	1.0106
Si	-0.0862	-0.5934	0.396
Si	0.0012	-0.1949	0.4293
Si	-0.0556	0.0547	0.4709
Si	0.0763	-0.0565	0.1461
Si	-0.1007	0.1553	0.3164
Si	0.148	0.0974	-0.0265
Si	0.0466	-0.2058	0.0407
Si	-0.2077	0.027	0.2003
Si	0.0616	-0.1254	0.1653
Si	0.0494	-0.2419	-0.3554
Si	-0.0741	0.0011	0.3651
Si	0.161	0.3147	0.3878
Si	0.0542	-0.2484	-0.5163
Si	0.1227	-0.0493	0.2666
Si	-0.0753	-0.0106	-0.4822
Si	0.1101	-0.0579	0.1469
Si	-0.047	0.1096	0.0985
Si	-0.0677	0.1859	0.4507
Si	-0.0877	0.0346	-0.2876
Si	0.118	-0.211	0.1466
Si	0.0326	0.2024	-0.0452
Si	0.1966	-0.0078	-0.2349
Si	0.0806	0.0096	-0.1824
Si	0.0747	0.1984	-0.3746
Si	0.0509	-0.014	-0.4676
Si	0.0771	0.0566	0.4324
Si	-0.1366	-0.0242	0.4126
Si	0.0047	-0.2152	0.3131
Si	0.0421	-0.054	0.285
Si	-0.0603	-0.0755	-0.4462
Si	0.0147	0.0851	-0.5275
Si	-0.0873	-0.3135	-0.4469
Si	0.0285	-0.2242	0.004
Si	0.0642	-0.1061	-0.165
Si	-0.097	-0.1715	0.0633
Si	0.0716	0.1702	0.4086
Si	0.1183	0.1389	-0.1931
Si	0.0035	0.1234	0.1389
Si	-0.1288	0.248	-0.0695
O	-0.0816	0.0696	0.9017
O	-0.1813	0.2486	0.1823
O	-0.0345	0.0156	0.461
O	-0.055	0.1014	0.7274
O	-0.098	-0.2703	0.2174
O	-0.1593	0.3281	0.1617
O	0.0168	-0.2962	-0.3086
O	-0.0887	-0.4596	0.1144
O	-0.2667	-0.2548	0.0902
O	0.0581	0.0922	0.4737
O	0.1485	0.3483	-0.0996
O	0.057	-0.2891	0.6481
O	0.0481	0.0781	0.1823
O	-0.3639	0.2365	0.1347
O	0.2031	0.2673	0.5813
O	-0.1087	-0.1168	-0.0091
O	0.0964	-0.2773	0.3441
O	-0.1241	-0.1825	0.758
O	-0.3596	-0.0677	0.008
O	0.021	-0.023	0.3839
O	0.0089	-0.3459	0.3074
O	0.0401	0.0519	0.4354
O	-0.0148	0.1103	0.021
O	-0.0374	0.0039	0.0981
O	-0.3147	0.1923	-0.1319
O	-0.3104	0.0328	-0.1024
O	-0.0972	-0.0506	-0.2639
O	0.0926	0.2411	-0.727
O	-0.0855	-0.3077	-0.1149
O	0.1474	-0.1171	-0.0595
O	0.0611	0.3178	-0.4236
O	-0.0281	0.0773	-0.5315
O	-0.0222	-0.0548	-0.4446
O	-0.0862	0.0269	0.0821
O	-0.1516	-0.0085	0.0459
O	-0.285	0.004	-0.2112
O	0.0396	-0.1396	-0.1201
O	0.0266	-0.0921	-0.5299
O	-0.1942	0.1789	-0.473
O	0.1379	0.2771	0.03
O	0.3936	-0.028	-0.2464
O	-0.1169	0.1687	-0.5997
O	0.1384	0.1368	-0.0208
O	-0.0278	0.41	-0.7807
O	0.0261	-0.4534	-0.5686
O	-0.1566	0.2196	-0.1077
O	0.2831	-0.0271	-0.3513
O	0.0073	-0.105	-0.5545
O	0.1074	0.0755	-0.3145
O	-0.1532	0.2729	0.3184
O	0.3297	-0.1215	0.0738
O	-0.1572	-0.3166	0.2057
O	-0.1438	0.1986	0.5305
O	-0.0519	0.1479	-0.1827
O	0.3082	-0.0672	-0.203
O	0.2607	-0.0571	-0.16
O	0.0905	-0.354	-0.5752
O	0.1339	-0.0921	-0.1864
O	0.2225	-0.3955	-0.5405
O	-0.0726	-0.2302	0.2903
O	0.2289	-0.0312	-0.0825
O	0.0778	-0.1783	-0.4821
O	-0.0121	-0.1737	-0.1524
O	-0.1434	0.0425	-0.0949
O	-0.0793	-0.144	-0.2781
O	0.0265	-0.2358	-0.1582
O	-0.1665	-0.3494	0.1594
O	-0.2383	-0.0628	-0.0313
O	-0.0039	-0.1297	-0.2822
O	-0.0087	0.1608	-0.2248
O	0.1966	0.1626	0.1454
O	-0.093	0.2432	0.1296
O	-0.0228	-0.1907	-0.484
O	-0.001	0.1247	-0.4552
O	0.2341	-0.0226	0.0353
O	0.2006	-0.0684	0.401
O	-0.0672	-0.0355	-0.0906
O	0.3219	0.0708	-0.6309
O	-0.0849	-0.0761	0.0841
O	-0.117	0.0117	0.0272
O	-0.2555	-0.0739	-0.1925
O	-0.1482	0.123	0.0502
O	-0.0161	0.12	-0.15
O	-0.1077	0.0756	0.1316
O	-0.0342	0.1125	0.1908
O	0.3317	0.0167	0.2631
O	-0.0586	-0.0561	0.3446
O	0.2218	0.2919	-0.1268
O	-0.0444	0.0206	-0.1465
O	0.2187	-0.0771	0.279
O	-0.1101	0.2279	0.3203
O	-0.0203	0.0312	0.0785
O	-0.1368	0.0779	-0.2217
O	-0.1187	-0.0913	0.174
O	-0.0026	0.0951	0.648
O	-0.0133	0.0265	0.6124
O	-0.1141	0.1518	-0.5018
O	0.4184	0.0502	-0.1191
O	-0.1436	0.3791	0.3707
O	-0.0905	0.0013	0.2835
